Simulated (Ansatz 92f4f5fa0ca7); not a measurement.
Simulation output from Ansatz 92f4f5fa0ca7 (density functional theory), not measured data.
Periodic cell of 222 atoms, Si131O89As2, from a study of silicon, its oxide and their interface. The atomic structure is a simulated model.
Doubt: the cutoff is far below the 930 eV that the study's wrapper takes by default for these files, so forces and energies are approximate.

Settings
functional: PBE
potential files: Ansatz PAW
basis: plane waves
wave-function cutoff: 580 eV
density cutoff ratio: 5
exchange-correlation grid ratio: 1
k mesh: 1 x 1 x 1, Gamma-centred
self-consistency stop: 5e-08 eV per atom in the density residual
occupations: fixed
spin: none
net charge: 0

Cell vectors (angstrom)
a, 10.938, 0, 0
b, 0, 10.938, 0
c, 0, 0, 32.1988

Atoms and the computed forces on them: element, x, y, z (angstrom), force x, y, z (eV/angstrom)
Si, 10.612, 0.2401, 24.8814, 0.1676, 0.017, -0.0701
Si, 5.7889, 10.6788, 24.6862, 0.1162, -0.038, 0.0694
As, 2.3815, 2.9943, 24.4529, 0.2066, -0.2375, -0.4278
Si, 8.4265, 2.4762, 24.8317, 0.0314, 0.1805, -0.0577
As, 0.3959, 5.0693, 24.8145, -0.4977, 0.3286, -0.187
Si, 5.1555, 5.737, 24.7155, -0.0963, -0.1619, -0.0213
Si, 2.9283, 8.0231, 24.5998, -0.0741, -0.0476, 0.0218
Si, 7.9994, 8.3762, 24.7761, -0.0023, 0.0054, 0.0531
Si, 1.3431, 1.435, 26.0584, -0.0142, 0.1003, 0.0204
Si, 6.8343, 1.3271, 26.1044, 0.0371, -0.0824, 0.0652
Si, 4.0093, 4.0969, 26.0136, -0.0294, -0.0441, -0.1437
Si, 9.5821, 4.0849, 26.1421, -0.1232, 0.1125, 0.0882
Si, 1.3716, 6.8829, 26.0546, -0.1043, 0.2262, -0.0442
Si, 6.7764, 6.8269, 26.0506, -0.0226, 0.088, 0.0529
Si, 4.0979, 9.584, 25.9476, 0.0654, -0.0284, 0.0651
Si, 9.4961, 9.5769, 26.1586, -0.1007, 0.0416, 0.0625
Si, 2.7472, 0.0199, 27.337, -0.1315, -0.0318, -0.0358
Si, 8.1566, -0.0091, 27.5376, -0.0436, -0.0228, 0.0568
Si, 0.0128, 2.7436, 27.5166, 0.0192, -0.0573, -0.0337
Si, 5.4255, 2.7389, 27.3605, 0.0378, 0.1177, 0.0479
Si, 2.6976, 5.4666, 27.435, 0.0658, 0.0079, 0.0122
Si, 8.1701, 5.493, 27.4068, -0.0407, -0.1994, -0.0224
Si, -0.0248, 8.2119, 27.4183, 0.1877, 0.0716, 0.061
Si, 5.433, 8.2236, 27.4189, -0.034, 0.0129, -0.0633
Si, 4.0881, 1.3678, 28.7503, 0.025, -0.0053, 0.0417
Si, 9.571, 1.3604, 28.8465, -0.0834, 0.0075, -0.1165
Si, 1.3624, 4.129, 28.8517, -0.0288, -0.0653, -0.1645
Si, 6.8109, 4.0971, 28.7464, 0.0303, -0.0091, 0.0809
Si, 4.0917, 6.8346, 28.7846, -0.042, 0.0732, -0.0703
Si, 9.5477, 6.8423, 28.7823, 0.0224, -0.0024, -0.003
Si, 1.3851, 9.5846, 28.7363, -0.0457, -0.0054, 0.0855
Si, 6.776, 9.5543, 28.8475, 0.0775, 0.0401, -0.1428
Si, 0.0158, -0.0145, 30.152, 0.0876, -0.0271, 0.029
Si, 5.4422, 0.0173, 30.1597, -0.0324, 0.0453, 0.0618
Si, 2.7411, 2.7315, 30.1507, -0.0071, 0.0088, 0.0459
Si, 8.1869, 2.7465, 30.148, -0.0315, 0.0465, 0.0277
Si, -0.0216, 5.4886, 30.1642, 0.0005, 0.0175, 0.0507
Si, 5.4657, 5.4701, 30.1403, 0.0175, -0.0735, 0.0121
Si, 2.7269, 8.2096, 30.1365, -0.0339, 0.032, 0.0146
Si, 8.1922, 8.2053, 30.1585, 0.015, -0.0097, 0.0441
Si, 1.3673, 1.3673, 31.515, 0.0563, -0.0193, 0.0443
Si, 6.8362, 1.3673, 31.515, -0.034, 0.0775, -0.0027
Si, 4.1018, 4.1018, 31.515, 0.0569, -0.0328, 0.0238
Si, 9.5708, 4.1018, 31.515, -0.1396, 0.0473, 0.0396
Si, 1.3673, 6.8362, 31.515, -0.0495, 0.1561, -0.0204
Si, 6.8362, 6.8362, 31.515, -0.0121, -0.0731, 0.05
Si, 4.1018, 9.5708, 31.515, -0.1509, -0.008, 0.0175
Si, 9.5708, 9.5708, 31.515, 0.0352, -0.031, 0.0311
Si, 2.7345, 0, 0.6835, 0.0334, -0.04, 0.1333
Si, 8.2035, 0, 0.6835, -0.0485, 0.0732, -0.1391
Si, 0, 2.7345, 0.6835, -0.0397, -0.0039, 0.0498
Si, 5.469, 2.7345, 0.6835, 0.1142, -0.0295, 0.0149
Si, 2.7345, 5.469, 0.6835, -0.0281, 0.1508, -0.188
Si, 8.2035, 5.469, 0.6835, 0.0671, -0.1048, 0.1147
Si, 0, 8.2035, 0.6835, 0.0971, -0.1099, -0.0173
Si, 5.469, 8.2035, 0.6835, -0.0243, 0.04, 0.0447
Si, 4.1217, 1.3623, 2.056, 0.0299, -0.0215, -0.0398
Si, 9.5621, 1.3583, 2.0489, 0.0008, -0.0031, 0.0127
Si, 1.3679, 4.1254, 2.0313, -0.0551, 0.0201, -0.0255
Si, 6.8445, 4.09, 2.059, 0.0151, -0.0404, -0.0159
Si, 4.102, 6.8302, 2.0507, 0.0151, 0.0139, 0.0172
Si, 9.5766, 6.8392, 2.0518, 0.0088, -0.0042, -0.033
Si, 1.3782, 9.5512, 2.0515, 0.0391, -0.0273, -0.0268
Si, 6.8268, 9.5951, 2.0448, -0.0333, 0.0092, 0.0027
Si, -0.0147, -0.0389, 3.3782, 0.0838, 0.1102, 0.0841
Si, 5.493, 0.0143, 3.4724, -0.0611, -0.0066, -0.1002
Si, 2.7771, 2.7956, 3.3481, -0.0653, -0.1464, 0.1451
Si, 8.1832, 2.6914, 3.4477, 0.0676, 0.1087, -0.0687
Si, 0.0219, 5.4817, 3.4283, -0.0509, -0.0191, -0.0204
Si, 5.4762, 5.465, 3.4038, 0.0361, 0.0254, 0.0347
Si, 2.7701, 8.2081, 3.4472, -0.0662, 0.0032, -0.0789
Si, 8.2016, 8.2324, 3.3686, 0.0173, -0.0673, 0.1077
Si, 1.393, 1.3917, 4.6228, -0.0121, 0.011, -0.1065
Si, 6.8439, 1.3512, 4.8973, 0.0012, -0.0158, 0.082
Si, 4.1529, 4.0835, 4.7967, 0.0186, 0.0385, -0.0353
Si, 9.5753, 4.0837, 4.7504, -0.004, -0.0225, 0.0255
Si, 1.4116, 6.8316, 4.8097, 0.0247, 0.0218, 0.0366
Si, 6.8254, 6.8873, 4.725, 0.0011, 0.0178, -0.0469
Si, 4.1335, 9.5784, 4.8351, 0.0241, 0.0153, 0.0768
Si, 9.5542, 9.5518, 4.7824, -0.0228, -0.0175, -0.0415
Si, 2.7439, 0.1115, 6.0503, 0.0046, 0.033, -0.0411
Si, 8.209, -0.0562, 6.2509, -0.0058, -0.0168, 0.0245
Si, 0.0303, 2.6747, 6.0318, 0.0089, -0.0179, -0.0292
Si, 5.4742, 2.7272, 6.2785, -0.0167, -0.0148, 0.0154
Si, 2.8151, 5.4776, 6.1669, -0.0021, 0.0068, 0.016
Si, 8.1766, 5.4793, 6.0337, 0.0032, 0.0001, -0.0313
Si, 0.0115, 8.1898, 6.1418, -0.0076, -0.0172, 0.0108
Si, 5.5269, 8.226, 6.2224, 0.0086, -0.007, -0.0326
Si, 3.8326, 1.5775, 7.5869, 0.0121, -0.0349, 0.0388
Si, 9.8431, 1.1398, 7.4381, -0.0025, 0.0472, 0.0355
Si, 1.6319, 3.801, 7.2984, -0.0518, -0.0004, 0.0241
Si, 6.6512, 4.414, 7.4645, 0.0246, 0.0375, 0.0567
Si, 4.4078, 6.6321, 7.5281, 0.0105, 0.0116, 0.0302
Si, 9.3666, 6.9523, 7.3933, -0.0169, -0.0081, 0.0268
Si, 1.1394, 9.9194, 7.2801, 0.018, 0.0033, 0.0463
Si, 7.1609, 9.2336, 7.6492, -0.0187, -0.0051, 0.0403
O, 8.3075, 8.0893, 7.8983, 0.0097, 0.0107, -0.0099
O, 2.7155, 2.7406, 7.9524, 0.0295, -0.0187, -0.0228
O, 9.5413, 1.3697, 24.2991, -0.0283, 0.017, -0.0634
O, 4.0417, 6.8583, 24.1862, -0.0404, 0.027, -0.079
O, 0.0302, 0.0258, 7.9508, 0, -0.0143, -0.0245
O, 5.5296, 5.5117, 8.0151, -0.0082, -0.0171, -0.0112
O, 6.8912, 9.5061, 24.3418, -0.0121, 0.021, -0.1779
O, 3.8657, 7.3836, 8.9176, -0.0052, -0.0043, -0.0119
O, 0.7989, 4.3773, 8.5796, 0.0126, -0.0046, -0.005
O, 9.8105, 6.1839, 8.7923, 0.0017, 0.0035, -0.0102
O, 2.1194, 9.3816, 8.481, -0.0228, 0.0178, -0.0273
O, 7.5053, 3.9286, 8.7922, -0.0131, 0.0031, -0.0345
O, 4.2742, 0.9164, 9.0458, -0.0053, 0.0126, -0.0092
O, 6.7311, 9.5647, 9.203, 0.0109, -0.0039, -0.0202
O, 9.2126, 1.8638, 8.7793, 0.0011, -0.0069, -0.0081
O, 7.6969, 3.1601, 23.5325, 0.0659, -0.0615, 0.0163
O, 10.3656, 5.703, 23.3759, 0.2793, -0.1518, 0.2281
O, 5.4531, 0.3353, 23.2002, -0.0634, 0.0167, -0.0494
O, 5.8591, 5.1045, 23.3704, -0.0205, 0.0288, 0.0438
O, 3.2205, 1.6993, 23.3833, 0.3146, -0.2415, -0.1402
O, 2.305, 8.7058, 23.215, 0.0511, -0.0191, 0.0415
O, 8.6241, 7.7542, 23.3916, 0.0889, -0.1159, -0.0723
O, 0.2557, 10.3258, 23.6189, -0.0609, 0.0468, 0.0001
Si, 4.5157, 1.4385, 22.4338, -0.0913, 0.0878, 0.1391
Si, 3.4961, 7.915, 14.0001, -0.0001, -0.0005, 0.0029
Si, 7.1213, 0.9485, 14.6411, -0.0037, -0.0061, -0.0117
Si, 0.9397, 9.3424, 22.5326, -0.0114, -0.0038, 0.0148
Si, 1.1865, 4.3041, 11.8572, 0.0048, -0.0117, 0.019
Si, 6.2773, 8.9479, 15.2708, 0.006, -0.0021, -0.0156
Si, 0.6836, 1.3629, 12.2727, -0.0009, 0.0007, 0.0053
Si, 8.614, 4.9679, 20.4965, -0.0952, -0.0896, -0.0083
Si, 0.3238, 5.715, 9.3459, 0.0004, -0.0069, 0.0302
Si, 5.1001, 3.1137, 17.8995, -0.0164, -0.0082, -0.0054
Si, 0.8885, 3.7328, 16.7321, 0.0181, 0.0064, -0.0422
Si, 10.3967, 2.8495, 19.2266, 0.0153, -0.0223, -0.0699
Si, 5.2849, 1.1771, 10.3247, -0.0057, 0.0007, 0.0258
Si, 0.8806, 0.1738, 19.849, -0.0003, -0.0588, -0.0158
Si, 6.6488, 9.4599, 10.8408, 0.0087, -0.0046, 0.0239
Si, 9.3498, 9.6737, 18.2981, -0.0033, -0.002, -0.0243
Si, 9.3983, 9.2397, 12.539, 0.001, -0.0084, 0.0094
Si, 6.5603, 3.8522, 22.5927, -0.0917, -0.0562, 0.0565
Si, 2.4454, 8.0664, 9.3594, 0.0057, -0.0055, 0.0368
Si, 10.5915, 7.3577, 17.0492, 0.005, 0.006, -0.0243
Si, 2.5156, 6.2773, 16.549, 0.0027, -0.0008, -0.0193
Si, 10.1908, 4.4834, 14.1693, -0.006, 0.007, -0.011
Si, 6.1525, 9.1616, 18.4659, -0.0003, -0.0011, -0.0203
Si, 7.9712, 2.5738, 9.5623, 0.0094, -0.0133, 0.0288
Si, 8.8878, 2.1416, 12.4311, 0.0082, -0.007, 0.0192
Si, 5.3407, 6.2303, 18.0306, -0.0089, 0.0041, -0.0165
Si, 3.942, 0.5354, 19.4059, -0.0241, 0.022, 0.0326
Si, 4.2814, 3.8373, 12.0142, 0.0038, 0.0049, 0.0131
Si, 5.5532, 6.5935, 12.1017, 0.0014, -0.0066, 0.0145
Si, 8.0155, 2.4957, 17.201, -0.0177, -0.0016, -0.0289
Si, 4.3666, 2.4763, 14.9281, 0.0017, -0.0026, -0.0077
Si, 1.5429, 1.206, 15.2317, 0.0003, -0.0029, -0.017
Si, 1.5786, 9.4093, 12.0211, -0.0077, 0.0054, 0.0217
Si, 8.0658, 6.8374, 13.8197, 0.005, -0.0022, 0.0011
Si, 10.3887, 9.8264, 15.4578, 0.0036, -0.0066, -0.01
Si, 9.7919, 6.9735, 22.5426, 0.0176, 0.1291, 0.1123
Si, 8.1048, 5.4683, 17.3845, 0.0024, 0.0157, -0.057
O, 6.0522, 7.9575, 11.263, 0.0015, 0.0029, -0.0075
O, 6.048, 9.1675, 16.85, 0.0021, -0.0008, 0.0176
O, 7.6903, 1.361, 13.1756, 0.0014, 0.002, -0.0005
O, 0.895, 1.7429, 13.8429, 0.0019, 0.0007, 0.0055
O, 9.423, 6.2495, 16.8682, -0.0059, -0.0046, 0.0203
O, 6.7808, 6.1827, 13.0847, -0.0111, 0.0023, -0.0076
O, 5.1233, 4.6478, 18.5737, 0.0011, -0.0026, 0.0168
O, 9.2255, 2.1592, 18.267, 0.015, -0.0021, 0.0241
O, 2.3635, 0.0924, 19.088, -0.0016, -0.0025, -0.0193
O, 9.4242, 10.2282, 16.7373, -0.0056, 0.0022, 0.0166
O, 2.7929, 4.4344, 11.6774, -0.0006, 0.0012, -0.0063
O, 5.0612, 10.2959, 19.0088, 0.0095, -0.0041, 0.0129
O, 9.4379, 3.2344, 13.4757, -0.0024, -0.0054, -0.0021
O, 0.4433, 1.7622, 19.9654, -0.0111, 0.0316, 0.0046
O, 3.1555, 1.3643, 15.0349, -0.002, -0.0026, 0.0031
O, 8.1367, 5.3459, 18.9981, 0.0006, 0.0126, 0.0273
O, 3.8945, 6.5944, 17.3612, 0.004, -0.0023, 0.0068
O, 4.5955, 3.2876, 16.3386, 0.0017, 0.0005, 0.0167
O, 9.0799, 5.663, 14.2842, 0.0031, -0.0049, 0.0013
O, 5.4084, 2.7874, 22.1665, 0.0125, 0.0027, 0.0107
O, 10.684, 4.1491, 15.6691, 0.006, -0.0092, 0.0157
O, 0.3476, 3.8523, 18.2678, -0.015, -0.0036, 0.0363
O, 10.4278, 10.5161, 19.1961, 0.0013, 0.0038, 0.011
O, 9.6493, 10.0144, 13.9992, 0.0024, 0.0006, 0.0026
O, 10.9214, 8.0825, 22.1402, -0.0308, -0.0381, -0.0015
O, 1.1892, 2.1491, 16.5059, -0.0065, 0.0031, 0.0226
O, 9.7314, 3.7713, 20.4049, 0.0145, -0.0113, -0.0121
O, 8.143, 4.0192, 16.6497, 0.0012, -0.0018, 0.018
O, -0.0333, 9.1035, 11.8748, 0.0038, -0.001, -0.0089
O, 6.5853, 2.4146, 17.9853, 0.0071, -0.0057, 0.0068
O, 5.5844, 10.7146, 11.1765, -0.0015, 0.0055, -0.0078
O, 7.7578, 9.5804, 18.8074, 0.0005, -0.0017, 0.0038
O, 10.0349, 1.0207, 12.0336, 0.0008, 0.0008, -0.0029
O, 1.317, 6.9544, 9.0484, 0.0003, 0.0011, -0.0108
O, 0.6391, 4.7555, 13.3317, 0.0052, -0.0016, -0.004
O, 5.7195, 7.604, 18.9451, 0.0009, 0.0038, 0.0086
O, 5.2402, 5.0811, 11.4784, -0.0007, -0.0034, -0.0036
O, 2.722, 6.9657, 15.0845, -0.0004, -0.003, 0.0089
O, 0.9195, 2.7391, 11.4421, 0.0019, 0.0025, -0.0083
O, 0.8707, 10.6735, 15.5147, -0.0001, -0.0018, 0.0072
O, 2.4162, 8.5832, 10.8932, 0.0042, -0.0041, -0.0194
O, 4.6982, 2.4281, 11.2401, 0.0028, -0.0094, -0.0098
O, 4.2595, 3.5065, 13.6428, -0.0016, -0.0011, -0.0031
O, 2.21, 4.6659, 16.4717, -0.0087, -0.0053, 0.0106
O, 10.7036, 8.2368, 15.667, -0.0005, -0.0043, 0.01
O, 6.9356, 10.2804, 14.6306, 0.0002, 0.0037, 0.008
O, 2.3459, 8.9398, 13.402, 0.0008, 0.0011, -0.0031
O, 8.027, 1.5073, 15.8933, 0.0082, 0.0121, 0.02
O, 4.1393, 6.9822, 12.8269, 0.0048, -0.0013, -0.0007
O, 4.1641, 1.9888, 18.6483, 0.0022, 0.0001, 0.0021
O, 7.2915, 4.4273, 21.2736, 0.083, 0.0292, -0.0848
O, 8.4147, 2.9272, 11.0869, -0.0048, 0.002, -0.0201
O, 1.1805, 6.8492, 17.3228, -0.0034, -0.0027, 0.0146
O, 5.6523, 1.5585, 14.7206, 0.0019, -0.0011, 0.0051
O, 8.135, 9.7535, 11.5638, -0.0049, 0.0004, -0.0087
O, 9.1752, 6.3372, 21.1736, 0.0614, -0.002, 0.1277
O, 8.9749, 7.7032, 12.81, 0.001, 0.0052, -0.0024
O, 1.6621, 0.1162, 11.861, 0.0004, -0.0041, -0.005
O, 6.6415, 6.1276, 17.0207, 0.0108, -0.0052, 0.0154
O, 7.4051, 7.7869, 14.9857, -0.0004, -0.0024, 0.0071
O, 1.1816, 10.2783, 21.2273, 0.0032, 0.0317, -0.0477
O, 10.0501, 8.1993, 18.3275, -0.003, -0.0015, 0.0238
O, 4.0735, 0.8116, 21.0041, 0.0074, -0.0602, 0.0233
O, 0.3376, 5.3303, 10.913, -0.0043, 0.006, -0.0158
O, 6.7041, 1.5674, 9.6215, 0.0038, 0.0019, -0.0138
O, 4.7834, 8.6963, 14.6458, -0.0004, 0, 0.0027

Results
free energy: -143605.585 eV
free energy less fixed offsets of As -4856.12, O -568.88, Si -635.61 eV per atom: 1.885 eV

The program warned: the cutoff lies below the one the program advises for these potential files; the exchange-correlation potential is rough where the density is thin.
